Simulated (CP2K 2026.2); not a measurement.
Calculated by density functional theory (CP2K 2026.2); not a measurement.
Periodic cell of 504 atoms, Si360O144, from a study of silicon, its oxide and their interface. The atomic structure is a simulated model.
Doubt: the forces sum to 3.48 eV/angstrom along one axis rather than to zero, so they err by at least 0.0069 eV/angstrom per atom on average; the grid cutoff is modest.

Settings
functional: PBE
method: Gaussian and plane waves
basis set: DZVP-MOLOPT-SR-GTH
pseudopotentials: GTH-PBE
grid cutoff: 300 Ry, relative cutoff 40 Ry
k points: Gamma only
occupations: fixed
spin: none
net charge: 0

Cell vectors (angstrom)
a 16.32 0 0
b 0 16.32 0
c 7.0884 5.9652 33.4866

Atoms and the computed forces on them: element, x, y, z (angstrom), force x, y, z (eV/angstrom)
Si 1.648 -1.567 0.074 -0.28 0.152 0.727
Si 4.29 1.212 0.16 -0.168 0.143 0.718
Si 1.019 4.346 0.047 0.194 -0.153 0.763
Si 3.831 6.921 -0.018 0.225 -0.129 0.755
Si 1.674 -7.1 0.032 -0.138 0.084 0.753
Si 3.804 -3.916 0.004 0.347 -0.17 0.672
Si 6.518 -1.019 0.072 0.165 -0.29 0.759
Si 9.271 1.616 0.162 0.066 -0.123 0.698
Si 7.048 3.782 0.222 -0.01 0.09 0.747
Si 9.324 7.004 0.101 0.157 -0.133 0.707
Si 7.092 9.21 0.019 -0.156 0.153 0.769
Si -6.625 -4.197 0.12 -0.092 0.135 0.674
Si -3.684 -1.499 0.019 -0.322 0.131 0.686
Si -1.527 1.526 0.224 0.144 -0.102 0.698
Si -3.833 3.674 -0.025 -0.138 0.332 0.722
Si -1.159 6.643 -0.072 -0.235 0.171 0.696
Si -4.434 -6.439 0.041 0.138 -0.161 0.762
Si -1.601 -3.869 0.097 0.185 -0.12 0.703
Si 2.707 0.033 1.407 0.018 -0.005 -0.06
Si 5.464 2.69 1.527 0.011 -0.003 -0.056
Si 2.673 5.414 1.343 0.002 0.011 -0.062
Si 5.452 8.087 1.277 -0.01 -0.003 -0.035
Si 2.752 -5.502 1.363 -0.001 0.003 -0.058
Si 5.439 -2.745 1.265 -0.022 0.029 -0.058
Si 8.119 0.029 1.428 -0.01 0.001 -0.079
Si -5.423 2.715 1.418 0.001 -0.019 -0.058
Si 8.208 5.417 1.417 0.001 -0.001 -0.033
Si -5.463 8.225 1.37 -0.01 0.016 -0.082
Si 8.148 -5.458 1.349 0.003 0.003 -0.039
Si -5.387 -2.608 1.301 0.014 -0.023 -0.045
Si -2.677 -0.021 1.509 -0.006 0 -0.046
Si -0.006 2.771 1.44 -0.007 0.021 -0.054
Si -2.777 5.447 1.185 0.024 -0.011 -0.053
Si 0 8.161 1.305 0.013 -0.027 -0.073
Si -2.773 -5.425 1.367 -0.011 0.003 -0.066
Si 0.019 -2.715 1.342 0.013 0.002 -0.039
Si 1.358 1.389 2.755 -0.006 -0.016 0.006
Si 4.048 4.093 2.737 0.007 0.018 0.007
Si 1.333 6.798 2.716 -0.012 -0.007 0.042
Si 4.151 9.489 2.689 -0.003 -0.016 0.03
Si 1.352 -4.126 2.692 0.004 0.009 0.018
Si 4.093 -1.385 2.709 0.011 0.001 0.032
Si 6.804 1.334 2.866 -0.002 -0.008 0.051
Si 9.589 4.109 2.781 -0.009 -0.016 0.03
Si 6.779 6.761 2.715 0.005 0.009 0.032
Si 9.498 -6.779 2.76 0.002 0.013 0.049
Si 6.783 -4.082 2.667 -0.012 -0.001 0.005
Si -6.793 -1.344 2.699 0.004 -0.002 0.026
Si -4.115 1.321 2.785 0.002 0.029 0.029
Si -1.433 4.14 2.702 -0.01 0.028 0.042
Si -4.075 6.807 2.633 -0.001 -0.018 0
Si -1.369 -6.803 2.663 0.006 0.016 0.01
Si -4.086 -4.013 2.724 -0.004 0.007 0.041
Si -1.284 -1.376 2.789 0.012 -0.003 0.03
Si 0.029 0.019 4.124 -0.012 -0.006 0.019
Si 2.72 2.727 4.109 0.005 -0.001 0.006
Si -0.036 5.453 4.08 0.008 -0.013 -0.011
Si 2.734 8.158 4.045 -0.005 -0.009 -0.01
Si -0.018 -5.456 4.056 0.002 0.007 0.009
Si 2.717 -2.748 4.054 -0.004 0.013 -0.015
Si 5.423 -0.049 4.139 0.003 -0.017 -0.002
Si 8.197 2.738 4.128 -0.005 -0.003 -0.009
Si 5.418 5.44 4.094 0.003 0.001 0.012
Si 8.134 -8.169 4.077 0.002 0.001 -0.009
Si 5.457 -5.442 4.062 -0.008 -0.006 0.006
Si 8.163 -2.734 4.037 -0.003 0.006 0.004
Si -5.473 -0.016 4.125 0.004 -0.006 0.015
Si -2.741 2.736 4.082 0.009 0.006 -0.014
Si -5.394 5.487 4.094 0.001 0.011 0.011
Si -2.714 8.148 4.026 -0.005 -0.009 0.007
Si -5.443 -5.402 4.081 -0.001 0.003 -0.013
Si -2.697 -2.719 4.107 -0.009 0 -0.004
Si 1.395 -1.343 16.31 0.003 0.002 -0.017
Si 4.109 1.365 16.329 0.002 0.003 -0.002
Si 1.363 4.067 16.301 -0.001 -0.007 -0.016
Si 4.104 6.789 16.303 -0.002 0.023 -0.01
Si 1.321 -6.806 16.286 0 0.004 -0.012
Si 4.085 -4.033 16.317 0.013 0.011 -0.011
Si 6.759 -1.336 16.32 0.007 -0.012 -0.005
Si -6.824 1.367 16.378 0.007 -0.013 -0.003
Si 6.822 4.062 16.372 -0.013 0.008 -0.006
Si -6.766 6.787 16.325 -0.005 0.002 -0.019
Si 6.821 -6.787 16.325 0.01 0.001 -0.008
Si -6.808 -4.104 16.315 0.005 0.001 -0.011
Si -4.116 -1.365 16.33 -0.016 -0.015 -0.015
Si -1.342 1.364 16.3 0.006 0.008 -0.006
Si -4.094 4.105 16.318 -0.006 0.006 -0.016
Si -1.369 6.796 16.318 0 -0.01 -0.008
Si -4.083 9.476 16.306 -0.002 -0.018 -0.005
Si -1.36 -4.095 16.279 -0.002 0.008 -0.016
Si 2.78 -0.009 17.695 -0.013 -0.006 -0.006
Si 5.433 2.72 17.737 0.013 0.002 0.007
Si 2.713 5.445 17.638 0.015 -0.01 -0.017
Si 5.493 8.129 17.651 -0.011 -0.009 0.015
Si 2.663 -5.397 17.583 -0.008 0.021 -0.002
Si 5.421 -2.668 17.728 -0.019 -0.006 -0.011
Si 8.092 -0.002 17.711 0.004 0.018 0.015
Si -5.459 2.78 17.701 -0.009 0.024 -0.015
Si 8.242 5.408 17.701 0.01 -0.001 -0.018
Si -5.421 8.128 17.713 0.003 -0.017 0.023
Si 8.16 -5.427 17.716 0.002 0.003 0.004
Si -5.471 -2.756 17.685 0.003 0.022 -0.016
Si -2.736 0.025 17.631 0.003 -0.012 -0.001
Si 0.031 2.698 17.675 0.005 0.01 0.012
Si -2.731 5.447 17.687 0.006 0.007 0.005
Si -0.009 -8.175 17.684 0.003 0.001 0
Si -2.7 -5.488 17.619 -0.006 0.005 -0.01
Si -0.006 -2.706 17.604 0.007 -0.008 0.007
Si 1.435 1.353 19.03 0.002 0.023 -0.026
Si 4.052 4.137 19.036 0 -0.015 -0.023
Si 1.346 6.752 19.02 -0.012 0.009 -0.017
Si 4.018 -6.807 18.838 -0.002 -0.005 -0.065
Si 1.331 -4.038 18.987 0.014 -0.008 -0.045
Si 4.089 -1.323 19.167 -0.002 0.006 0.007
Si 6.78 1.372 19.143 -0.006 -0.025 -0.039
Si -6.752 4.106 19.184 -0.006 0.027 0.003
Si 6.917 6.785 19.022 0.004 0.028 -0.028
Si -6.78 9.511 19.05 -0.005 -0.015 -0.027
Si 6.774 -4.046 19.06 0.023 0 -0.015
Si 9.397 -1.45 19.024 -0.025 -0.032 -0.016
Si -4.073 1.415 18.976 0.028 -0.005 -0.015
Si -1.361 4.057 18.998 -0.005 0.003 -0.043
Si -4.063 6.778 19.122 0.001 -0.015 -0.03
Si -1.37 -6.813 19.037 -0.007 0 0
Si -4.04 -4.14 18.963 -0.01 0.003 -0.025
Si -1.367 -1.347 18.939 0 0.001 -0.035
Si 0.027 -0.037 20.287 0.014 -0.02 0.058
Si 2.703 2.79 20.429 -0.016 0.004 0.055
Si -0.029 5.411 20.387 -0.015 -0.004 0.044
Si 2.723 8.174 20.248 -0.014 0.005 0.055
Si -0.02 -5.42 20.339 0.01 0.026 0.043
Si 2.645 -2.696 20.437 -0.022 -0.01 0.081
Si 5.411 0.056 20.601 0.008 0.018 0.057
Si 8.173 2.74 20.516 -0.022 -0.01 0.067
Si 5.511 5.458 20.332 0 -0.009 0.029
Si 8.254 8.126 20.453 0.029 0.001 0.024
Si 5.316 -5.454 20.198 -0.005 -0.002 0.05
Si 8.059 -2.769 20.575 0.011 0 0.032
Si -5.501 0.023 20.157 -0.038 0.004 0.051
Si -2.687 2.688 20.39 -0.012 0.02 0.063
Si -5.337 5.402 20.613 0.018 0.006 0.075
Si -2.696 -8.135 20.46 -0.004 -0.03 0.047
Si -5.365 -5.474 20.368 0.014 -0.04 0.055
Si -2.671 -2.766 20.272 0.037 -0.002 0.028
Si 1.004 -1.583 21.744 0.262 0.096 -0.72
Si 4.272 1.757 21.825 -0.061 -0.239 -0.697
Si 1.001 3.799 21.732 0.203 0.093 -0.729
Si 4.401 7.147 21.486 -0.055 -0.098 -0.757
Si 1.546 -6.63 21.572 -0.186 -0.115 -0.772
Si 3.731 -4.406 21.585 0.156 0.152 -0.766
Si 7.024 -1.073 21.924 -0.257 -0.294 -0.692
Si -6.955 1.058 21.654 0.026 0.24 -0.716
Si 6.575 3.934 21.789 0.167 0.079 -0.669
Si -6.394 7.112 21.862 -0.207 -0.17 -0.744
Si 6.543 -6.955 21.455 0.126 -0.007 -0.699
Si 9.84 -3.903 21.666 -0.456 -0.292 -0.612
Si -4.336 -1.568 21.328 0.249 0.15 -0.756
Si -1.12 1.463 21.624 -0.107 -0.025 -0.648
Si -3.642 4.223 21.885 -0.348 -0.109 -0.703
Si -1.545 6.584 21.729 0.139 0.202 -0.783
Si -4.196 -6.92 21.821 0.21 0.149 -0.738
Si -1.158 -3.876 21.699 -0.162 -0.199 -0.76
Si 0.693 4.689 -5.409 0.098 -0.048 -0.004
Si 4.108 6.182 24.33 0.05 -0.014 0.022
Si -3.61 2.919 24.834 0.01 -0.014 -0.186
Si -5.997 1.081 24.535 0.057 -0.077 -0.112
Si 4.642 -4.031 -2.944 0.007 -0.009 0.089
Si -6.819 6.601 24.93 0.001 0.154 -0.041
Si 5.807 0.769 -4.604 -0.043 -0.096 0.123
Si -6.144 6.597 -2.819 0 -0.043 0.165
Si -5.521 2.813 -5.498 0.105 0.135 0.061
Si 1.724 6.886 25.851 -0.019 -0.107 -0.149
Si 3.802 2.358 -2.756 0.129 0.047 0.063
Si -5.436 -4.664 -4.409 -0.075 -0.048 -0.08
Si -4.303 4.167 -3.088 0.035 -0.014 0.178
Si 6.547 -2.47 24.666 0.058 0.057 -0.09
Si 5.849 -7.445 -5.419 0.074 -0.041 0.009
Si 6.966 -5.395 24.098 -0.122 0.043 -0.011
Si 4.623 -0.881 -6.85 -0.153 -0.024 -0.011
Si 0.91 -6.499 -2.913 -0.011 -0.077 0.067
Si -6.968 -6.633 25.763 0.125 0.028 -0.118
Si -2.996 -3.011 -4.634 -0.051 0.003 0.077
Si -0.894 1.029 -2.684 -0.011 0.022 0.124
Si -4.433 5.458 -6.653 0.05 0.029 -0.035
Si 6.851 5.132 24.661 0.004 -0.034 -0.103
Si -2.018 5.173 -4.693 -0.057 -0.068 -0.005
Si -1.473 7.734 -3.054 -0.02 0.052 0.187
Si -0.184 -7.921 23.889 -0.044 0.011 -0.137
Si 7.56 5.367 -3.908 0.115 -0.105 0.079
Si -5.812 -4.067 24.672 0.226 -0.037 -0.096
Si 0.857 -1.326 -2.896 0.05 -0.094 0.069
Si 6.971 6.288 -6.781 -0.025 0.031 0.024
Si -8.087 2.504 -4.233 0.068 -0.071 0.146
Si 1.096 3.301 -2.887 -0.076 -0.016 0.111
Si 2.838 -2.618 -4.888 0.02 -0.074 0.027
Si -1.412 -3.322 -7.186 -0.036 0.042 -0.05
Si -6.621 7.599 -6.729 0.014 0.101 0.013
Si -3.614 -0.331 -2.964 0.151 -0.115 0.128
Si -7.75 -6.377 -5.059 -0.087 0.05 -0.044
Si -7.133 -2.769 -2.591 0.008 0.001 0.014
Si -6.384 0.357 -2.603 -0.115 -0.004 0.046
Si 3.129 1.559 24.76 0.06 0.078 -0.123
Si -4.229 -7.249 -2.936 0.034 -0.03 0.092
Si 1.37 7.439 -6.758 -0.088 0.045 0.021
Si 2.059 4.274 24.61 -0.048 -0.024 0
Si -2.353 -5.638 24.046 0.029 -0.074 -0.164
Si 1.289 -4.482 -6.734 0.061 0.034 -0.011
Si -0.794 -4.052 -2.827 -0.017 -0.005 0.08
Si -1.825 0.468 24.502 -0.022 -0.067 -0.08
Si 6.627 -6.391 -2.98 0.006 -0.005 0.197
Si 2.786 -6.81 -5.157 0.163 0.046 0.052
Si 1.113 -0.607 24.731 -0.142 0.023 -0.214
Si 5.244 5.056 -2.103 -0.105 -0.089 0.125
Si -4.223 -1.369 24.301 -0.049 -0.138 0.031
Si 4.411 -4.247 24.552 -0.038 -0.045 -0.033
Si 6.631 -1.759 -2.905 -0.051 0.006 0.068
Si 1.384 -1.372 5.443 0.007 -0.004 0.012
Si 4.073 1.352 5.462 0.007 -0.001 0.015
Si 1.336 4.088 5.439 -0.009 0.007 0.002
Si 4.068 6.809 5.44 -0.003 0.014 0.01
Si 1.365 9.515 5.409 -0.002 -0.005 0.002
Si 4.078 -4.096 5.421 0.005 0.004 0.016
Si 6.815 -1.396 5.45 0.003 -0.009 0.011
Si 9.523 1.361 5.486 -0.002 0.006 0.013
Si 6.797 4.089 5.449 0.005 -0.001 0.008
Si -6.799 6.815 5.436 -0.008 0.006 0.012
Si 6.799 -6.797 5.44 -0.001 -0.002 0.007
Si -6.811 -4.07 5.44 0.003 0.004 0.011
Si -4.076 -1.363 5.452 -0.003 -0.01 0.013
Si -1.366 1.38 5.443 -0.008 0.002 0.01
Si -4.072 4.097 5.457 -0.003 -0.008 0.013
Si -1.37 6.819 5.438 -0.004 -0.007 0.014
Si -4.074 -6.798 5.401 0.01 -0.001 -0.001
Si -1.355 -4.1 5.446 0.006 0.011 0.014
Si 2.721 -0.009 6.82 0.002 -0.003 0.002
Si 5.444 2.719 6.807 0.002 -0.01 -0.001
Si 2.709 5.444 6.794 0.002 0 -0.002
Si 5.432 -8.152 6.798 -0.002 0.006 0
Si 2.716 -5.447 6.786 -0.007 0.005 -0.002
Si 5.442 -2.747 6.799 0.009 -0.009 0.001
Si 8.155 -0.012 6.816 0.007 0.001 -0.001
Si -5.43 2.731 6.819 -0.006 0.004 0.004
Si -8.157 5.45 6.801 -0.001 0.004 -0.001
Si -5.436 -8.143 6.787 -0.006 0.002 -0.006
Si -8.16 -5.44 6.8 -0.001 -0.007 -0.001
Si -5.443 -2.72 6.805 0.003 0.003 -0.002
Si -2.722 0.01 6.802 -0.008 0.009 -0.003
Si -0.005 2.725 6.811 0 -0.003 -0.002
Si -2.712 5.452 6.811 0.005 -0.001 0.004
Si 0.007 8.168 6.789 0.002 0.001 0.001
Si -2.72 -5.456 6.794 0.007 -0.002 -0.001
Si 0.006 -2.726 6.795 -0.008 -0.002 0.003
Si 1.354 1.358 8.166 -0.006 -0.002 -0.005
Si 4.076 4.086 8.154 -0.011 0.003 -0.01
Si 1.359 6.805 8.158 0 -0.001 -0.004
Si 4.074 -6.799 8.159 0.003 -0.008 -0.001
Si 1.364 -4.085 8.155 0.005 0.005 -0.004
Si 4.091 -1.371 8.161 0.005 0.009 -0.002
Si 6.799 1.356 8.167 0 -0.004 0.005
Si -6.803 4.086 8.164 -0.004 -0.011 0
Si 6.798 6.809 8.156 0.001 0.009 -0.003
Si -6.797 -6.795 8.158 0 0.014 0.001
Si 6.799 -4.093 8.169 -0.003 -0.002 -0.003
Si -6.795 -1.361 8.172 0.005 -0.007 -0.004
Si -4.074 1.364 8.172 0.011 0.001 0
Si -1.358 4.087 8.171 0.002 -0.001 0
Si -4.084 6.809 8.156 0.004 -0.004 -0.005
Si -1.354 -6.802 8.157 -0.002 0 -0.005
Si -4.081 -4.087 8.154 -0.016 -0.002 -0.004
Si -1.36 -1.36 8.153 -0.002 0.003 -0.008
Si -0.008 -0.001 9.522 -0.007 -0.003 -0.001
Si 2.72 2.724 9.515 0.007 -0.007 0.001
Si 0.008 5.443 9.522 0.003 0.001 0
Si 2.722 -8.161 9.522 -0.005 0.004 -0.003
Si 0.002 -5.44 9.519 -0.002 0.004 -0.001
Si 2.722 -2.726 9.517 -0.001 -0.006 -0.003
Si 5.442 -0.006 9.522 -0.001 -0.005 0.002
Si -8.158 2.72 9.523 0.003 0 0
Si 5.439 5.446 9.516 0.004 0 -0.006
Si -8.159 -8.157 9.519 0 -0.001 0.001
Si 5.438 -5.449 9.526 -0.003 0.004 -0.001
Si -8.16 -2.725 9.522 -0.003 0.002 0
Si -5.436 0.001 9.529 -0.004 0.009 -0.003
Si -2.717 2.722 9.529 -0.002 -0.003 0.001
Si -5.441 5.445 9.519 -0.008 0.002 -0.004
Si -2.717 -8.159 9.515 0.008 0.003 -0.001
Si -5.444 -5.435 9.52 0.009 -0.005 0
Si -2.723 -2.72 9.515 0.001 0.002 -0.006
Si 1.355 -1.364 10.872 0.003 0.009 0.001
Si 4.082 1.363 10.87 -0.001 -0.003 0
Si 1.367 4.083 10.883 -0.005 0.002 0
Si 4.085 -9.518 10.888 -0.005 0.007 0
Si 1.363 -6.8 10.88 0.002 -0.003 0
Si 4.083 -4.081 10.88 0.003 -0.001 -0.001
Si 6.805 -1.361 10.881 0.004 0.002 -0.001
Si -6.797 1.36 10.885 0.003 -0.005 0.006
Si -9.52 4.085 10.876 -0.007 -0.006 0.002
Si -6.803 -9.522 10.878 0.003 0.003 -0.001
Si -9.52 -6.805 10.888 -0.004 0.001 -0.001
Si -6.802 -4.079 10.888 0 0.003 -0.004
Si -4.08 -1.363 10.89 0.001 -0.005 0
Si -1.362 1.359 10.89 0 0.003 0.001
Si -4.085 4.079 10.88 0.007 -0.002 -0.002
Si -1.356 6.799 10.874 -0.002 -0.011 0
Si -4.082 -6.798 10.868 -0.011 0.007 -0.004
Si -1.362 -4.079 10.875 0.004 -0.001 -0.001
Si 2.717 0.005 12.219 -0.001 -0.003 -0.002
Si 5.445 2.72 12.232 -0.002 -0.003 0.001
Si 2.73 5.437 12.248 0.006 -0.005 0.006
Si 5.446 -8.162 12.258 0.007 -0.002 0.003
Si 2.727 -5.441 12.239 0.003 0.009 -0.004
Si 5.445 -2.72 12.237 -0.005 0.008 -0.002
Si 8.162 -0.001 12.243 -0.001 -0.001 -0.002
Si -5.441 2.719 12.248 -0.006 0.004 0.001
Si -8.16 5.439 12.243 -0.001 -0.004 0.004
Si -5.439 -8.16 12.227 0.009 -0.002 -0.003
Si -8.161 -5.441 12.246 0.002 0.001 0.005
Si -5.449 -2.717 12.254 -0.007 -0.003 0.007
Si -2.724 0.001 12.254 0.006 0.003 0.004
Si 0.003 2.724 12.241 0.005 -0.006 0.005
Si -2.716 5.436 12.226 -0.002 0.008 -0.002
Si 0.005 8.153 12.235 -0.005 0.009 -0.001
Si -2.73 -5.437 12.228 -0.005 -0.008 -0.003
Si -0.004 -2.719 12.238 -0.004 -0.005 0.001
Si 1.37 1.362 13.59 0.007 0.002 0
Si 4.096 4.072 13.604 0.01 -0.015 0.004
Si 1.366 6.797 13.603 -0.008 0.002 0.007
Si 4.087 -6.789 13.612 -0.009 0.007 -0.002
Si 1.366 -4.078 13.589 0.008 -0.004 0.006
Si 4.08 -1.346 13.573 -0.007 0 -0.002
Si 6.807 1.366 13.595 0.001 -0.007 -0.002
Si -6.807 4.074 13.607 0.006 0.005 0.009
Si 6.811 -9.525 13.618 -0.006 0.005 0.007
Si -6.798 -6.811 13.593 0.007 -0.01 -0.001
Si 6.802 -4.074 13.606 -0.005 0.004 0.004
Si 9.509 -1.354 13.62 -0.007 0.009 0.003
Si -4.087 1.361 13.62 -0.008 0.004 0.01
Si -1.364 4.083 13.597 -0.008 0.006 0
Si -4.076 6.796 13.574 -0.002 -0.005 -0.007
Si -1.374 9.511 13.572 -0.001 0.006 0
Si -4.09 -4.088 13.602 0.004 -0.001 0.001
Si -1.361 -1.363 13.608 0.008 -0.008 0.011
Si 0.018 0.003 14.95 0.003 0.002 -0.002
Si 2.734 2.709 14.96 0 -0.004 -0.003
Si -0.003 5.437 14.959 0.006 0 -0.001
Si 2.728 8.161 14.96 0.011 0.002 0.005
Si -0.015 -5.449 14.913 -0.005 -0.013 -0.001
Si 2.732 -2.701 14.934 0.004 0.007 0.001
Si 5.433 0.012 14.936 -0.005 0.007 -0.006
Si 8.158 2.712 14.98 -0.011 -0.003 0.01
Si 5.466 5.413 14.975 0.002 -0.002 0.001
Si 8.179 -8.163 14.975 0.004 -0.006 0.002
Si 5.447 -5.423 14.976 0 0.006 0.003
Si 8.145 -2.715 14.984 0.003 0.001 -0.002
Si -5.465 0.015 14.988 0.001 -0.005 -0.004
Si -2.723 2.732 14.968 0.003 0.002 0.002
Si -5.433 5.447 14.935 0.005 0.006 -0.007
Si -2.719 8.143 14.938 -0.004 0.006 -0.001
Si -5.444 -5.463 14.96 -0.01 -0.001 -0.002
Si -2.741 -2.719 14.961 -0.007 -0.002 0.001
O 4.321 6.176 -1.387 -0.099 0.184 -0.562
O -4.913 2.049 25.229 -0.032 0.012 0.526
O -5.494 -2.626 21.72 0.031 0.06 -0.032
O 5.439 2.837 22.25 -0.057 0.17 0.158
O -5.764 -5.568 25.391 0.353 -0.068 -0.039
O -2.417 0.749 -3.155 -0.152 0.297 -0.254
O -6.457 -4.412 23.221 -0.061 -0.181 0.158
O -0.049 2.601 22.15 0.261 -0.242 0.255
O 1.376 -0.855 23.151 0.1 0.119 -0.087
O 4.13 -4.513 -1.484 -0.09 -0.634 -0.212
O -5.602 6.47 -6.199 -0.074 -0.003 0.422
O 3.732 6.499 22.803 -0.439 -0.075 -0.278
O -2.612 5.449 22.221 -0.153 -0.053 0.447
O -1.741 -4.485 23.089 0.048 0.094 0.409
O 5.311 0.35 -6.076 0.375 0.592 -0.279
O -3.611 -6.272 23.216 -0.12 -0.267 0.395
O -4.706 -5.921 -3.707 0.255 -0.022 -0.143
O -0.059 5.484 -0.409 -0.032 -0.061 -0.284
O -3.884 -6.994 -1.375 0.361 -0.201 -0.028
O -3.833 3.46 23.315 -0.311 -0.315 0.055
O 8.148 2.703 -0.355 0.122 0.082 -0.434
O -7.452 1.287 -3.375 0.032 -0.005 -0.151
O -7.343 -3.456 -1.138 -0.203 -0.082 -0.18
O -8.114 8.089 -0.413 0.034 -0.063 -0.495
O -1.066 -4.509 -1.299 0.046 -0.41 -0.068
O -2.683 -2.731 -0.35 -0.153 0.021 -0.358
O -5.526 -0.473 24.715 -0.532 -0.363 0.477
O 7.094 -1.337 -1.411 0.537 -0.028 -0.24
O 7.155 4.668 23.129 0.598 0.036 0.021
O 1.36 5.308 25.65 -0.619 -0.352 0.165
O 1.475 3.708 -1.371 0.298 -0.121 -0.107
O 2.371 0.241 25.282 -0.011 -0.196 0.259
O -4.931 3.935 -6.494 0.17 -0.343 -0.603
O 7.147 -6.023 22.634 0.394 0.077 -0.066
O 1.428 4.495 23.141 0.215 0.279 -0.085
O -0.32 -4.446 -6.766 -0.323 -0.592 0.018
O -8.137 -6.264 -3.469 0.336 0.232 0.277
O 3.481 1.355 23.189 -0.34 -0.43 0.149
O 4.636 1.322 -3.654 0.01 -0.029 -0.033
O 4.36 -6.797 -5.573 -0.007 0.324 -0.016
O 4.387 3.874 -2.801 -0.005 0.074 -0.131
O 6.174 5.783 -3.196 -0.051 0.441 -0.367
O 2.714 -2.745 -0.278 0.017 -0.134 -0.14
O 2.301 2.327 -3.346 -0.123 -0.528 -0.286
O 5.77 -5.081 -3.41 0.141 0.158 -0.317
O 6.026 -7.662 -3.807 -0.331 -0.565 0.213
O 7.788 -2.779 -3.413 0.094 -0.358 -0.235
O 1.116 -6.406 -1.319 -0.276 0.406 -0.117
O -4.297 -3.814 -5.195 0.156 -0.135 -0.298
O 2.656 -5.541 22.055 0.169 0.067 0.418
O 7.289 5.353 -5.502 -0.155 -0.317 -0.218
O 1.8 3.767 -6.162 0.119 -0.16 0.357
O -3.375 -1.649 -3.859 0.096 -0.11 0.013
O -1.638 7.277 -1.498 -0.331 0.027 -0.071
O -7.588 6.426 -3.533 -0.084 0.382 -0.312
O 6.51 -6.543 -1.39 -0.373 0.296 -0.149
O -0.322 2.515 -2.991 -0.369 0.296 -0.239
O 5.355 0.066 -0.279 0.148 -0.209 -0.19
O 7.359 -1.974 25.981 -0.077 0.381 0.257
O 2.126 -1.624 -3.833 0.213 0.452 -0.03
O 6.231 4.415 -1.011 0.006 0.197 -0.012
O 5.97 7.489 -6.271 -0.481 -0.016 0.007
O -5.641 5.695 25.555 -0.015 0.052 -0.314
O 3.95 -1.799 -5.706 0.278 -0.249 0.077
O 5.081 -2.915 25.199 -0.42 0.269 0.383
O -5.118 5.515 -3.417 0.049 0.104 -0.34
O -2.825 -7.81 -3.522 -0.005 0.213 -0.43
O -8.065 -0.026 22.172 -0.069 -0.097 0.173
O -1.713 0.628 22.888 -0.017 -0.346 -0.319
O -0.931 7.206 23.1 0.186 -0.255 0.525
O -0.886 4.273 -5.438 -0.132 -0.173 -0.466
O 0.926 -7.271 22.921 0.27 0.05 0.281
O -2.643 2.593 -0.318 0.107 -0.058 -0.362
O 8.003 -6.193 25.002 -0.095 -0.046 0.061
O 2.385 -6.651 -3.588 0.468 0.138 0.382
O -7.421 1.384 25.224 -0.431 0.152 -0.351
O -6.802 -3.23 25.584 -0.064 0.263 0.083
O 3.487 -3.88 -4.077 -0.196 -0.568 -0.278
O 3.193 7.164 25.218 0.268 0.554 0.126
O 6.426 3.807 25.471 0.074 -0.117 -0.093
O 0.055 -0.039 -3.434 0.131 0.076 -0.564
O 1.083 4.617 -3.831 0.232 0.439 0.142
O -6.833 6.539 23.313 -0.404 -0.533 0.016
O -4.934 3.001 -4.004 0.079 -0.414 -0.084
O -3.11 5.681 -5.764 -0.027 0.357 -0.073
O -1.256 -6.793 24.328 -0.038 -0.077 0.45
O 1.954 -5.724 -5.983 -0.084 -0.006 -0.023
O -0.857 0.804 -1.075 0.163 -0.325 0.097
O 4.513 1.858 25.51 0.097 -0.389 0.175
O -0.327 0.107 25.021 -0.068 0.077 0.046
O 2.017 2.725 25.006 -0.246 -0.054 0.276
O 2.158 8.086 -5.538 0.367 -0.452 0.357
O -0.132 -7.699 -3.236 0.114 -0.336 -0.105
O 6.849 1.967 -4.83 0.096 0.073 -0.29
O -1.309 6.449 -4.008 0.527 -0.048 -0.386
O -6.682 -5.175 -5.337 0.046 0.223 -0.527
O -2.806 -4.979 25.468 -0.217 -0.135 0.067
O -4.463 3.904 -1.509 -0.649 -0.038 -0.236
O -3.856 -1.044 22.77 0.127 0.558 0.062
O -6.719 -1.215 -2.487 0.232 0.025 -0.004
O -5.326 -8.024 22.244 -0.217 0.203 0.226
O -2.327 1.935 25.012 0.346 -0.024 0.192
O 3.769 1.885 -1.213 -0.353 0.073 0.036
O 3.639 4.65 24.581 0.581 -0.447 -0.206
O -3.854 -0.747 -1.411 -0.038 0.324 -0.124
O -5.541 -5.311 -0.399 0.111 -0.105 -0.31
O 2.748 8.073 -0.449 -0.235 0.09 -0.358
O 0.698 6.121 -6.142 -0.378 0.23 -0.184
O -6.322 6.342 -1.226 0.136 -0.542 -0.05
O 8.108 5.881 25.346 -0.314 -0.079 0.724
O 5.439 -5.516 24.645 -0.266 -0.429 0.312
O -6.625 8.144 25.408 0.3 0.033 0.047
O -0.137 -2.589 -2.87 -0.422 0.043 0.191
O 1.164 -1.998 25.527 0.075 -0.093 0.007
O 6.5 -0.499 -3.883 0.382 -0.058 -0.162
O 4.281 -3.826 22.995 0.161 0.481 0.023
O 3.033 -4.621 25.281 -0.462 -0.161 -0.325
O -2.059 -2.622 -5.883 0.052 0.737 -0.132
O -6 -3.629 -3.314 0.285 0.041 0.216
O -0.085 -2.734 22.153 -0.16 -0.177 0.296
O -7.124 2.938 -5.446 -0.474 0.029 -0.555
O 7.261 -3.802 24.046 0.399 0.22 -0.594
O -5.221 1.339 -6.088 0.282 -0.296 0.475
O -2.871 -0.716 24.978 0.164 -0.153 0.731
O -0.884 -3.415 26.184 -0.161 0.128 -0.811
O -6.982 -7.732 -5.502 0.213 -0.105 0.19
O 5.479 -8.06 22.038 0.087 0.222 0.639
O -2.756 4.341 -3.513 0.421 -0.162 0.329
O 5.233 -2.535 -2.797 -0.412 0.281 0.221
O 5.673 6.252 24.655 0.141 0.58 0.087
O 6.493 -1.418 23.44 -0.221 0.159 0.267
O 1.296 -0.965 -1.388 0.064 0.426 -0.118
O -6.287 0.953 -1.106 0.336 0.05 0.084
O 7.098 -6.425 -5.807 0.004 0.396 -0.375
O -4.977 0.411 -3.379 -0.02 0.049 -0.785
O 0.57 7.787 25.17 -0.197 0.053 0.353
O 1.764 -3.145 -5.962 -0.416 0.303 -0.25
O -5.468 8.038 -3.053 -0.162 0.288 -0.07
O -2.187 -4.007 -3.639 -0.329 -0.408 -0.098
O -3.52 4.18 25.842 0.56 0.043 0.037
O 0.237 -5.125 -3.449 0.258 0.084 -0.62
O -4.55 -2.978 24.517 0.321 -0.145 0.074
O -6.113 1.498 22.976 0.339 0.235 -0.055
O 7.975 3.874 -3.399 0.197 -0.186 0.539

Results
total energy: -101656.133 eV
total energy less fixed offsets of O -438.25, Si -107.07 eV per atom: -2.933 eV
